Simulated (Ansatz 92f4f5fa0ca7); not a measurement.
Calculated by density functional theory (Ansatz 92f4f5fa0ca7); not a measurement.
Periodic cell of 130 atoms, Si86O44, from a study of silicon, its oxide and their interface. The atomic structure is a simulated model.

Settings
functional: r2SCAN
potential files: Ansatz norm-conserving
basis: plane waves
wave-function cutoff: 1300 eV
density cutoff ratio: 4
exchange-correlation grid ratio: 1
k mesh: 2 x 2 x 1, shifted by 0.5 0.5 0.5 of a step
self-consistency stop: 5e-08 eV per atom in the density residual
occupations: Fermi-Dirac, 0.05 eV
spin: none
net charge: 0

Cell vectors (angstrom)
a 10.88 0 0
b 0 10.88 0
c 0 0 18.7774

Atoms and the computed forces on them: element, x, y, z (angstrom), force x, y, z (eV/angstrom)
Si 3.6577 -4.5514 -2.3946 0.4 0.9791 -0.234
Si 3.2643 -1.4422 -1.9076 1.204 -3.1469 0.3173
Si 0.0512 4.2233 -2.1082 1.1796 0.3821 -0.6937
Si 3.6292 9.516 0.4487 -1.8141 1.4398 -0.5587
Si 8.1605 -3.5376 -0.0625 -1.5988 0.2872 1.4083
Si 10.5938 0.1839 0.1426 0.493 -0.0862 0.2367
Si 5.7128 4.7919 -0.1814 -2.0552 -0.0338 -0.5567
Si 10.8672 10.5442 -2.1663 1.8273 -0.5628 0.9851
Si 3.5222 1.0934 0.4611 -0.0927 0.1857 0.0313
Si 5.4723 2.4024 0.2397 1.0898 0.5524 0.1657
Si 0.9811 7.7453 1.102 1.0881 -2.4978 -1.2662
Si 0.9789 7.4411 -1.2972 0.0404 0.3721 1.0126
Si 9.1473 -1.5168 1.0234 -1.6801 1.5606 -1.2856
Si 11.9335 1.1827 2.062 0.1522 -1.7556 -0.382
Si 6.5457 6.3035 1.4455 1.2421 -0.2728 -1.3716
Si 12.8179 3.3914 -0.6927 0.7524 -0.3523 0.0656
Si -0.4243 2.7213 2.9344 1.821 -0.4937 2.4128
Si 3.047 0.0053 2.6819 -0.5058 0.2613 0.1995
Si -0.5167 8.4936 2.6099 0.6592 -0.0874 2.1597
Si 2.9102 5.6287 2.3758 -2.3994 -0.2622 1.227
Si 6.6131 2.3193 2.419 -2.1849 -2.6143 -2.1436
Si 7.6846 0.0909 2.2874 1.795 1.3653 0.3117
Si 5.4894 8.0676 2.2507 0.5018 0.4435 3.1067
Si 8.2731 5.6986 2.7895 0.1645 -2.2597 -0.8224
Si 1.2843 4.3182 3.8195 -0.8487 0.1869 -0.9514
Si 4.1394 1.5659 3.9661 0.7753 0.5094 0.4159
Si 0.9095 9.9624 3.8542 0.6912 -0.5232 0.3503
Si 3.9568 7.071 3.7779 0.697 -0.3893 -0.0298
Si 6.7429 3.9753 3.8067 1.2354 2.1401 2.2756
Si 9.2027 1.1761 4.0541 -0.3344 -0.0469 0.8711
Si 6.8785 9.5231 3.7474 -1.8536 -0.9019 1.1273
Si 9.4052 7.0298 4.2398 0.6297 0.2153 -0.4539
Si -0.1639 0.0631 5.7362 -1.1337 0.5542 -1.677
Si 2.4319 3.0486 5.1947 1.0572 -1.8233 1.1501
Si -0.1068 5.4644 5.3076 -0.2392 -0.3344 -0.029
Si 2.4866 8.1845 5.1702 -0.8982 0.4681 -0.2197
Si 5.4692 -0.0501 5.247 0.425 0.2923 -0.3929
Si 7.8972 2.6699 5.5025 0.5164 -0.2163 -1.2145
Si 5.1876 5.5261 5.1737 0.47 0.5784 -0.0386
Si 7.9796 8.2974 5.5018 -0.6554 -0.159 -0.4925
Si 1.2119 1.6481 6.7618 0.7547 -0.9884 -0.1775
Si 3.7758 4.2399 6.6259 1.2259 -0.1245 -0.0231
Si 1.1107 6.8107 6.6773 1.4205 1.2805 0.9404
Si 3.9908 9.5018 6.3617 -0.9484 0.6893 1.288
Si 6.8073 1.163 6.9047 -1.588 1.2159 -3.0644
Si 9.3684 4.0904 6.6188 -0.2644 -0.2829 2.0421
Si 6.4344 7.0589 6.7647 0.1101 -1.1666 0.2175
Si 9.1266 9.6412 6.9455 0.8819 1.4486 0.5233
Si -0.0672 2.5531 8.4274 -1.1234 2.5755 -0.4055
Si 2.7483 0.1642 7.8378 0.9054 0.1316 -2.2514
Si 0.0484 8.6038 7.9334 -0.2334 -1.3137 0.7807
Si 2.9144 5.7584 8.2466 -0.4628 0.0929 -1.5724
Si 5.3562 2.7194 7.7358 -0.221 1.9088 0.4086
Si 7.9536 0.3527 8.5317 1.5568 -2.2392 1.373
Si 5.0467 8.5091 8.221 1.1775 -0.1822 -0.1075
Si 7.4541 5.1768 8.1543 0.3343 0.3602 -0.5065
Si -0.0459 3.6304 11.9738 3.0345 1.3869 1.8496
Si 1.8203 -1.3749 9.1429 -0.3766 0.0235 -1.2396
Si 1.1005 7.1192 12.0087 2.3126 1.1485 -0.3782
Si 4.5021 6.7063 9.5923 1.3837 0.9977 0.6245
Si 7.2839 6.0604 10.577 1.1533 -1.0913 -1.6326
Si 9.5606 1.2889 9.9921 0.9848 -1.0484 -1.4409
Si 6.0238 10.5163 9.686 -0.1061 -0.3247 -0.0206
Si 10.2251 6.8903 10.4556 -1.6739 2.4797 -0.3507
Si 0.7071 0.7092 14.7072 -1.0738 -1.4201 -4.2597
Si 0.7053 4.3347 9.8169 0.8183 -2.7563 -0.5656
Si -1.3827 2.053 12.8704 -0.9837 0.4527 0.4325
Si -5.5627 11.7125 12.4948 5.3373 1.5328 -0.902
Si 6.9254 -2.6773 15.9943 1.261 -3.5913 -0.4479
Si 6.0452 3.9801 12.337 -1.1714 0.1212 0.64
Si 3.0502 8.1781 10.5943 -2.0732 0.1045 1.0186
Si 9.3414 8.1349 15.6309 -2.0169 -3.2127 -1.5142
Si 7.6808 3.9087 14.8661 1.2529 -1.1529 -2.4445
Si 3.283 5.0059 13.5309 0.9282 1.0856 -2.9017
Si 9.4123 12.7569 17.8804 1.4594 1.3351 -0.0942
Si 9.9053 -4.7993 18.0071 -0.1468 -2.0382 0.9466
Si 10.0705 3.6639 19.8422 -0.2117 2.3738 0.3879
Si 1.6459 9.3501 12.512 -2.657 0.4727 2.3685
Si -6.5028 1.144 9.1169 -1.3382 1.266 0.3099
Si 6.761 1.6484 16.9341 1.2854 1.1656 0.7356
Si 10.0871 5.6355 14.2684 1.2565 1.4793 -0.9745
Si 3.527 4.1136 19.7226 1.5731 -1.6474 -1.1171
Si 0.7824 11.0495 10.4394 -1.3538 -1.3034 1.3613
Si 2.1681 3.0499 13.1973 -3.243 -1.8814 -1.3063
Si 13.6173 1.5416 10.96 1.592 0.7332 2.1485
Si 5.5357 10.9872 15.6684 2.4949 -1.335 -2.5777
O 3.9759 -0.3111 -2.8708 -0.4253 -0.365 1.0481
O 10.2645 -10.0195 -5.176 0.5406 0.3002 2.1078
O 2.2267 -2.1018 1.0089 2.3153 0.9966 -0.0894
O -0.2543 -5.3114 -9.1463 -1.5246 1.3673 -0.7146
O -11.5202 7.2281 -2.0001 1.9034 1.8048 -0.4985
O -0.8699 8.1384 -9.5148 0.4395 -2.5604 2.1415
O 1.9619 6.3261 -2.0204 2.1305 1.1672 0.1882
O -7.7451 9.4117 -6.9261 0.7728 -0.5801 -0.4669
O 7.1568 -2.9073 -1.1751 -0.2083 -0.3136 0.4084
O 5.036 -1.9437 0.9782 -0.6797 0.5965 -1.1832
O 3.8629 1.0726 -6.5402 -5.3922 -0.4364 -1.454
O 6.7921 9.7484 -2.828 -3.6162 5.6165 -1.0231
O 9.4793 5.2028 1.5359 -0.043 -1.1745 0.2817
O -0.4982 5.0369 -5.9698 -0.9655 0.906 -0.2661
O 15.5062 5.4974 -1.3885 0.2209 0.6097 0.0296
O 14.9548 7.9776 -2.5086 -1.8557 -0.2042 0.6993
O 1.5649 -1.7615 16.9177 0.203 0.1531 -1.443
O 1.6553 1.924 14.4166 1.9658 2.9171 -0.1381
O 8.8697 3.027 18.9741 -0.1137 -0.8806 -1.8423
O -2.1786 6.7753 11.1814 -0.4392 -0.537 -0.9887
O 2.1943 4.8289 9.3517 -1.067 -1.0275 1.4097
O 2.3728 -9.1864 18.1855 -0.4995 0.9249 -0.9645
O -3.4395 13.9125 16.1775 -1.9114 -0.2839 1.071
O -3.7165 4.4949 11.2017 -1.3445 0.992 1.6997
O 5.967 2.3926 12.2619 -0.0625 -1.2695 -0.1543
O 17.3028 4.2924 13.918 0.788 0.6178 0.7539
O 12.4306 6.2853 20.4917 -0.6711 1.9005 -1.1776
O -0.9286 -3.5694 14.3659 0.3962 -1.8579 -1.3497
O 5.5562 11.3448 14.0372 0.5635 -0.7932 1.3902
O 2.0792 16.8089 12.665 1.6168 -0.878 1.493
O 8.5153 2.8376 13.9376 0.7371 -1.2646 -1.5883
O -0.8687 -1.366 15.7162 1.031 2.911 0.4818
O 10.2346 2.704 16.5919 -0.8379 -0.1713 1.1408
O 6.4365 3.875 8.3735 -0.2638 0.0222 -0.1798
O -2.5531 0.907 17.236 -2.8533 0.4 -0.6975
O -12.8288 12.2751 11.4694 -1.2287 0.2651 0.7747
O 0.6312 3.4463 19.0572 -2.2785 0.4963 1.5229
O 19.7086 5.0742 15.0068 -3.7055 -0.7661 1.2661
O 11.1913 -1.0216 11.6668 1.3235 1.0987 -1.3508
O 6.1579 10.8619 11.3104 -0.7102 -0.6621 1.2553
O -9.4854 -0.4848 13.8097 1.8007 -1.9144 0.305
O 3.9624 5.615 14.9103 -1.6627 0.2184 -0.444
O -10.4885 5.0288 15.1888 0.0756 -1.3593 1.6906
O 15.4185 4.7325 12.2587 -0.2987 0.3174 1.7225

Results
free energy: -30515.419 eV
free energy less fixed offsets of O -463.61, Si -117.95 eV per atom: 27.121 eV
pressure: -1.23 GPa
stress xx, yy, zz, yz, xz, xy (GPa, positive in tension): 1.56, 0.3, 1.83, 0.92, -0.98, -1.29

The program warned: the forces do not sum to zero within the program's tolerance.
